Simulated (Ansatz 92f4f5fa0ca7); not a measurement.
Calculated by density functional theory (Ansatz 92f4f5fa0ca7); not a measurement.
Periodic cell of 442 atoms, Si288O154, from a study of silicon, its oxide and their interface. The atomic structure is a simulated model.
Doubt: the cutoff is far below the 930 eV that the study's wrapper takes by default for these files, so forces and energies are approximate.

Settings: functional PBE; potential files Ansatz PAW; basis plane waves; wave-function cutoff 580 eV; density cutoff ratio 5; exchange-correlation grid ratio 1; k mesh 1 x 1 x 1, Gamma-centred; self-consistency stop 5e-08 eV per atom in the density residual; occupations fixed; spin none; net charge 0.

Cell vectors (angstrom)
a	15.4687	0	0
b	0	15.4687	0
c	-3.5216	2.8321	33.4374

Atoms: element, x, y, z (angstrom)
Si	-3.4501	2.3572	24.5692
Si	-3.6234	7.2345	24.6045
Si	-3.5346	10.3751	24.5043
Si	-3.5312	-0.7445	24.6175
Si	0.3902	2.1965	24.5108
Si	0.2965	7.5697	24.6373
Si	0.3396	10.0109	24.6357
Si	0.315	-0.8856	24.7189
Si	4.2688	2.3068	24.4589
Si	4.1933	7.1041	24.6255
Si	4.2538	10.2172	24.6703
Si	4.2018	-0.8389	24.5217
Si	-7.3926	2.372	24.3207
Si	-7.4094	7.1748	24.6983
Si	-7.3979	10.3008	24.6929
Si	-7.3467	-0.7788	24.5197
Si	-1.5312	2.7076	25.8848
Si	-1.6026	6.8603	25.8896
Si	-1.6095	10.5277	25.9028
Si	-1.6285	-1.0063	26.0184
Si	2.3218	2.7163	25.8141
Si	2.2032	6.7761	25.8565
Si	2.2524	10.5149	25.9194
Si	2.3104	-1.0784	25.9429
Si	6.195	2.7561	25.772
Si	6.1133	6.7363	25.9498
Si	6.1478	10.5278	26.028
Si	6.1617	-1.0674	25.8614
Si	-5.4713	2.7881	25.7529
Si	-5.4817	6.8176	25.9934
Si	-5.4087	10.6065	25.9296
Si	-5.4593	-0.9705	25.9391
Si	-1.5653	4.7772	27.1547
Si	-1.6202	8.6737	27.384
Si	-1.5992	12.4826	27.2757
Si	-1.575	0.8971	27.375
Si	2.2466	4.7429	27.1387
Si	2.2792	8.622	27.3366
Si	2.2844	12.4601	27.2707
Si	2.3154	0.8714	27.2937
Si	6.1486	4.7219	27.1877
Si	6.1376	8.6087	27.3699
Si	6.1496	12.5058	27.2794
Si	6.1684	0.8841	27.2504
Si	-5.4567	4.7536	27.1744
Si	-5.4654	8.7012	27.3659
Si	-5.4448	12.5446	27.2706
Si	-5.4769	0.9507	27.2864
Si	-3.5087	4.7588	28.5688
Si	-3.5423	8.6427	28.7138
Si	-3.5234	12.5001	28.6512
Si	-3.5442	0.9088	28.6729
Si	0.346	4.7597	28.5884
Si	0.3434	8.6407	28.686
Si	0.3459	12.4954	28.6372
Si	0.3831	0.8916	28.6813
Si	4.1913	4.754	28.5686
Si	4.1969	8.6309	28.6976
Si	4.2139	12.4963	28.644
Si	4.2457	0.8954	28.6586
Si	8.0817	4.7541	28.5921
Si	8.0735	8.6416	28.704
Si	8.0857	12.5043	28.6404
Si	8.0722	0.9002	28.6647
Si	-3.5216	2.8321	30.0187
Si	-3.5216	6.6993	30.0187
Si	-3.5216	10.5665	30.0187
Si	-3.5216	-1.035	30.0187
Si	0.3455	2.8321	30.0187
Si	0.3455	6.6993	30.0187
Si	0.3455	10.5665	30.0187
Si	0.3455	-1.035	30.0187
Si	4.2127	2.8321	30.0187
Si	4.2127	6.6993	30.0187
Si	4.2127	10.5665	30.0187
Si	4.2127	-1.035	30.0187
Si	8.0799	2.8321	30.0187
Si	8.0799	6.6993	30.0187
Si	8.0799	10.5665	30.0187
Si	8.0799	-1.035	30.0187
Si	1.9294	-0.0065	3.4023
Si	1.9358	3.9106	3.4057
Si	1.9472	7.7204	3.4061
Si	1.9378	-3.8548	3.418
Si	5.7864	-0.0205	3.4165
Si	5.7916	3.8706	3.4016
Si	5.7966	7.7535	3.432
Si	5.7932	-3.893	3.4316
Si	9.6738	-0.0257	3.4203
Si	9.6714	3.8737	3.413
Si	9.6725	7.7144	3.4198
Si	9.6682	-3.8553	3.4241
Si	-1.9439	0.0232	3.4128
Si	-1.9277	3.8661	3.4078
Si	-1.9257	7.7337	3.4076
Si	-1.9325	-3.8707	3.4099
Si	1.8948	1.9584	4.7113
Si	1.9739	5.824	4.8172
Si	2.0048	9.6528	4.7483
Si	1.8962	-1.9209	4.7955
Si	5.7017	1.9327	4.7464
Si	5.8247	5.8044	4.7716
Si	5.7559	9.6669	4.8583
Si	5.7982	-1.9661	4.7978
Si	9.683	1.9244	4.7481
Si	9.6874	5.7863	4.8143
Si	9.6851	9.661	4.7632
Si	9.6566	-1.9415	4.8422
Si	-1.9136	1.956	4.7998
Si	-1.9061	5.7952	4.7643
Si	-1.848	9.6614	4.7743
Si	-2.0222	-1.9212	4.7464
Si	0.0443	1.9891	6.1603
Si	0.012	5.8342	6.1575
Si	0.1331	9.6458	6.1398
Si	-0.1225	-1.8785	6.081
Si	3.7476	1.9874	6.1379
Si	3.9441	5.8313	6.1912
Si	3.7974	9.6416	6.2907
Si	3.8519	-1.9633	6.1452
Si	7.6815	1.8761	6.0045
Si	7.7332	5.7591	6.162
Si	7.7518	9.6555	6.1642
Si	7.7148	-1.9638	6.2114
Si	-3.8585	1.9546	6.1664
Si	-3.8145	5.7614	6.1528
Si	-3.8038	9.668	6.0927
Si	-3.879	-1.9381	6.2171
Si	-0.0869	0.0486	7.5044
Si	0.1006	3.9333	7.5414
Si	0.1814	7.7224	7.5795
Si	0.0093	-3.8233	7.3662
Si	3.7464	0.0168	7.4403
Si	3.8129	3.9122	7.5536
Si	3.9086	7.6724	7.7315
Si	3.6939	-3.8218	7.6369
Si	7.6068	0.0325	7.451
Si	7.7308	3.7347	7.3766
Si	7.7981	7.6969	7.5191
Si	7.7192	-3.8995	7.6048
Si	-3.9243	0.0313	7.5585
Si	-3.7873	3.8889	7.6104
Si	-3.7157	7.7185	7.4155
Si	-3.8558	-3.9283	7.5347
Si	1.8253	-0.5239	8.7299
Si	1.9345	4.6096	8.9192
Si	1.9968	7.0248	9.0112
Si	1.6934	-2.946	8.76
Si	5.635	0.3368	8.7847
Si	5.8168	3.456	8.7222
Si	5.9577	8.1398	8.9858
Si	5.7007	-4.1592	8.8498
Si	-5.9389	0.3541	8.7517
Si	-5.8406	3.442	8.7342
Si	-5.6379	7.8862	8.7016
Si	-5.7618	-4.4275	8.8368
Si	-2.0105	0.5133	8.8782
Si	-1.7616	3.6695	8.9624
Si	-1.8014	7.9911	8.8127
Si	-1.8554	-4.327	8.7323
Si	-3.3073	12.0719	22.8323
Si	-1.5881	2.8321	31.3859
Si	-1.5881	6.6993	31.3859
Si	-1.5881	10.5665	31.3859
Si	-1.5881	-1.035	31.3859
Si	2.2791	2.8321	31.3859
Si	2.2791	6.6993	31.3859
Si	2.2791	10.5665	31.3859
Si	2.2791	-1.035	31.3859
Si	6.1463	2.8321	31.3859
Si	6.1463	6.6993	31.3859
Si	6.1463	10.5665	31.3859
Si	6.1463	-1.035	31.3859
Si	-5.4552	2.8321	31.3859
Si	-5.4552	6.6993	31.3859
Si	-5.4552	10.5665	31.3859
Si	-5.4552	-1.035	31.3859
Si	-1.5881	4.7657	32.7532
Si	-1.5881	8.6329	32.7532
Si	-1.5881	-2.9686	32.7532
Si	-1.5881	0.8985	32.7532
Si	2.2791	4.7657	32.7532
Si	2.2791	8.6329	32.7532
Si	2.2791	-2.9686	32.7532
Si	2.2791	0.8985	32.7532
Si	6.1463	4.7657	32.7532
Si	6.1463	8.6329	32.7532
Si	6.1463	-2.9686	32.7532
Si	6.1463	0.8985	32.7532
Si	-5.4552	4.7657	32.7532
Si	-5.4552	8.6329	32.7532
Si	-5.4552	-2.9686	32.7532
Si	-5.4552	0.8985	32.7532
Si	0	1.9336	0.683
Si	0	5.8008	0.683
Si	0	-5.8008	0.683
Si	0	-1.9336	0.683
Si	3.8672	1.9336	0.683
Si	3.8672	5.8008	0.683
Si	3.8672	-5.8008	0.683
Si	3.8672	-1.9336	0.683
Si	7.7343	1.9336	0.683
Si	7.7343	5.8008	0.683
Si	7.7343	-5.8008	0.683
Si	7.7343	-1.9336	0.683
Si	11.6015	1.9336	0.683
Si	11.6015	5.8008	0.683
Si	11.6015	-5.8008	0.683
Si	11.6015	-1.9336	0.683
Si	0	0	2.0503
Si	0	3.8672	2.0503
Si	0	7.7343	2.0503
Si	0	-3.8672	2.0503
Si	3.8672	0	2.0503
Si	3.8672	3.8672	2.0503
Si	3.8672	7.7343	2.0503
Si	3.8672	-3.8672	2.0503
Si	7.7343	0	2.0503
Si	7.7343	3.8672	2.0503
Si	7.7343	7.7343	2.0503
Si	7.7343	-3.8672	2.0503
Si	11.6015	0	2.0503
Si	11.6015	3.8672	2.0503
Si	11.6015	7.7343	2.0503
Si	11.6015	-3.8672	2.0503
Si	-6.7398	0.9479	17.1483
Si	1.4072	7.3614	12.0657
Si	-5.0749	-1.1692	18.2506
Si	-0.3317	-3.2676	11.1062
Si	5.628	4.3051	11.6043
Si	4.704	12.4126	17.1596
Si	6.8838	6.9138	11.8684
Si	7.1728	1.7893	12.7618
Si	9.6257	5.6626	10.9507
Si	-1.2398	5.9149	11.2213
Si	-0.1962	-4.4679	15.9368
Si	6.5854	-4.8927	15.6864
Si	-3.7134	6.0408	13.0214
Si	2.9929	3.5703	14.4964
Si	-0.1604	4.398	19.1144
Si	-1.1778	-0.4022	11.653
Si	5.7762	-0.204	17.2429
Si	5.9337	7.4943	15.9757
Si	-0.488	-5.7711	13.0709
Si	-5.624	1.9486	14.4824
Si	-5.5453	-1.8219	13.6417
Si	-2.5616	0.2699	16.9929
Si	5.6986	-1.9173	11.0645
Si	-1.3087	9.8249	18.5302
Si	8.3455	-0.55	11.3959
Si	-7.1272	3.6392	21.3474
Si	-3.4812	9.0734	13.0507
Si	-5.4833	-4.413	11.7988
Si	4.7265	0.9358	14.4941
Si	2.6047	3.1622	11.6375
Si	-7.8225	6.5635	21.7221
Si	-6.3868	12.3764	16.107
Si	-4.432	4.4884	20.3076
Si	7.9769	9.4481	13.4305
Si	-0.1424	7.4231	20.0162
Si	-3.3117	0.178	13.9685
Si	3.4518	11.2318	19.7104
Si	-4.6054	4.6876	15.6813
Si	-5.0726	-5.6466	15.4657
Si	3.3277	-1.3893	13.0024
Si	0.9626	3.8481	21.8147
Si	3.3831	6.7077	17.2717
Si	-0.1513	12.2132	22.5456
Si	3.5178	6.6079	14.42
Si	4.7146	2.091	18.8276
Si	2.4157	3.727	17.4665
Si	2.0984	-2.5881	15.5912
Si	4.6626	12.3987	22.3339
Si	-2.9079	4.9032	22.774
Si	-5.8541	7.2562	19.5639
Si	-2.919	3.2983	17.9737
Si	1.7003	0.2435	10.9877
Si	-7.9987	3.3348	18.492
Si	2.7984	8.2217	19.8924
Si	4.6536	6.3347	21.6818
Si	0.4779	12.084	19.5912
Si	-7.6638	12.4329	22.3166
Si	-0.2631	-1.7774	17.0048
Si	-7.11	6.0581	17.1694
Si	4.0282	3.3928	21.4742
Si	-5.2815	12.147	20.3366
Si	-0.2068	6.3144	22.7403
Si	-4.4754	9.7168	18.4921
O	-5.5993	-3.724	10.3358
O	0.71	8.6365	12.8109
O	2.0024	7.7105	10.5798
O	1.1022	-3.3199	10.2976
O	5.6681	1.9083	9.372
O	5.349	-0.6389	10.1009
O	1.7812	3.9041	10.4492
O	7.2606	-1.7609	11.5028
O	9.3273	4.3441	10.0686
O	5.8291	-5.7235	9.3793
O	5.5688	-3.3157	10.2573
O	2.6543	-2.431	14.0655
O	9.2724	-0.6282	10.0637
O	3.3025	-2.4344	16.658
O	-1.9281	2.0836	9.4576
O	-2.0283	-0.4011	10.2603
O	2.4135	3.386	21.2789
O	-1.6132	-3.4165	10.0974
O	3.7718	4.9985	14.4124
O	-1.8985	8.9668	12.7326
O	-6.7721	7.2724	18.211
O	-4.0805	-1.2645	14.1079
O	1.0089	-1.4363	16.0187
O	2.7756	7.7642	18.3314
O	6.2946	7.5074	10.4774
O	-1.8693	9.58	9.3264
O	6.0283	4.4633	10.0292
O	4.922	0.3058	15.966
O	-2.1831	5.7946	12.5476
O	-0.4837	9.9305	17.1296
O	1.095	5.4334	22.249
O	-5.335	3.4654	14.9321
O	4.208	0.7219	23.9532
O	-0.6154	-1.9029	11.9498
O	2.0348	3.371	13.1727
O	4.6905	-1.9957	12.3457
O	9.122	9.202	14.6134
O	-0.2305	-4.4857	12.1491
O	-5.0807	5.827	19.6444
O	4.224	6.1882	23.2463
O	1.2265	8.2639	20.3182
O	0.5236	-2.8543	21.1197
O	4.2391	8.6695	24.0438
O	7.2061	8.0875	12.974
O	-3.1085	4.8984	21.1568
O	-0.123	3.7244	20.603
O	-7.5295	3.0688	22.8103
O	0.3438	0.608	23.9824
O	-0.8247	7.1686	21.4807
O	-3.483	0.7947	23.9127
O	6.1058	7.0876	21.5647
O	-7.4104	11.1445	23.276
O	-5.3477	6.8912	9.9962
O	5.9003	3.0273	18.2027
O	0.4567	2.9775	23.0669
O	6.1267	0.9376	13.6767
O	-5.2412	10.997	19.1651
O	4.1026	3.7764	11.654
O	-3.6348	-1.8864	23.4194
O	-7.3802	6.3382	23.2706
O	-7.6443	2.8316	20.0196
O	4.3897	3.1235	23.0305
O	-7.7516	4.8842	18.0962
O	-3.8181	6.1134	23.3969
O	-1.753	12.0653	22.348
O	-4.2482	11.7592	21.534
O	-5.7253	5.5755	16.4561
O	-5.5022	3.7703	21.3024
O	4.9929	6.9764	17.207
O	-7.4149	8.7376	24.1292
O	-0.623	-5.2475	14.5955
O	-7.6602	11.3991	16.4195
O	0.2266	-2.043	23.5596
O	0.1675	-2.2064	18.5203
O	4.6029	2.2667	20.4458
O	-5.1375	-4.0271	15.6328
O	3.1425	5.1659	17.733
O	5.2447	-4.0304	15.9713
O	-1.3571	5.2182	23.1795
O	4.5119	11.5354	18.5141
O	-7.3723	0.7639	23.9111
O	6.8748	-4.9918	14.0771
O	0.1468	0.56	11.4702
O	9.3019	-0.6738	12.6929
O	-9.2384	-2.9356	21.9194
O	0.4227	10.7898	23.1381
O	0.9778	3.7142	18.1941
O	5.122	0.5305	18.5511
O	9.6698	1.8968	9.371
O	-8.139	0.1583	16.9662
O	-4.8401	-1.8696	19.7032
O	3.7889	12.1867	20.9781
O	1.9403	11.5004	19.1798
O	-3.3161	3.4333	23.3322
O	8.6602	-5.3179	12.1347
O	-3.6016	8.7554	23.9207
O	0.114	6.0116	19.2301
O	6.5735	3.2215	12.3462
O	2.2617	-1.0453	11.8282
O	-7.7987	5.0859	21.0764
O	-1.1161	-0.4273	17.1965
O	4.1627	-1.7274	23.1179
O	9.6189	0.9503	15.7722
O	5.8017	5.7636	12.3406
O	7.5765	0.8924	11.4609
O	-9.0829	9.0472	16.2232
O	-6.7915	12.2723	20.9465
O	-3.7174	9.4996	14.6183
O	-4.1679	-5.3593	12.0004
O	-5.0117	9.2726	17.001
O	-7.2204	-1.7024	23.1513
O	2.6216	1.5649	11.2908
O	-1.7361	7.1266	10.2311
O	2.1253	3.4973	15.8726
O	-4.3794	1.3655	13.5934
O	-2.8983	10.0899	18.3568
O	3.5715	7.1706	20.831
O	-2.6934	0.5656	15.4091
O	-6.7906	7.5229	20.8864
O	-4.7363	8.4374	19.4696
O	-2.6463	1.7102	17.7464
O	-5.7477	9.4359	9.2992
O	-3.4647	4.0731	16.6572
O	8.4982	2.0633	13.6247
O	-1.1476	8.3216	19.1202
O	-3.8494	5.6113	14.581
O	-1.582	4.0872	18.4244
O	-2.1148	0.1166	12.8747
O	4.4124	11.1232	23.3071
O	-5.9052	0.2343	18.3555
O	3.3366	2.5231	18.0685
O	-4.0454	3.4293	19.142
O	8.8571	-2.0502	14.8677
O	-4.1344	7.6043	12.8534
O	4.6796	4.8288	21.0577
O	3.5377	9.6527	20.1016
O	-0.6726	10.9236	19.5481
O	8.2765	6.1121	11.7022
O	3.6295	0.0152	13.7521
O	-3.6548	-0.8118	17.5397
O	-5.9802	-2.2272	17.4026
O	4.1709	2.4528	14.5742
O	-8.1704	6.5765	16.0277
O	-4.7316	5.2192	12.0584
O	1.3899	-4.061	15.7792
O	-5.3319	-3.2128	12.8647
O	5.7134	-1.8146	17.4465
O	-7.0201	2.5037	17.4911
O	-1.4293	4.5358	10.3475
O	4.9983	7.3352	14.609
O	2.6919	6.9813	15.8011
O	0.2768	6.1867	11.7995
O	-1.0213	12.3932	16.2895
O	2.6498	6.9753	13.0836

Results
free energy: -270674.267 eV
free energy less fixed offsets of O -568.88, Si -635.61 eV per atom: -11.067 eV

Forces (eV/angstrom), in the order of the atoms: element, x, y, z
Si	-0.0268	-0.184	-0.0878
Si	0.1794	-0.2545	0.1328
Si	-0.0014	-0.7091	0.1252
Si	0.0307	0.2646	-0.1558
Si	-0.0039	0.0809	-0.2786
Si	0.0399	-0.1696	0.124
Si	-0.0268	0.1728	-0.2447
Si	-0.0563	0.0328	-0.1472
Si	-0.0673	0.0459	-0.1868
Si	-0.0911	0.0469	-0.5133
Si	-0.0065	-0.0736	-0.5377
Si	0.0552	0.0553	-0.3378
Si	-0.0092	0.0249	-0.278
Si	0.0242	0.0788	-0.5484
Si	0.0653	-0.1466	-0.5333
Si	0.0106	-0.0094	-0.1861
Si	0.1587	0.0823	-0.1261
Si	-0.1643	0.047	0.0247
Si	0.0183	0.0452	0.0798
Si	0.0287	-0.0452	-0.2292
Si	-0.0335	0	-0.218
Si	-0.0081	0.0752	-0.0551
Si	0.1701	-0.0768	0.0046
Si	-0.0182	0.0387	-0.1594
Si	-0.0302	-0.0044	-0.0908
Si	0.0123	-0.0193	-0.0704
Si	-0.0259	0.0248	-0.1194
Si	0.0018	0.0387	-0.1851
Si	0.0216	-0.001	-0.1066
Si	0.0445	-0.007	-0.1733
Si	-0.185	-0.0636	0.0286
Si	-0.0813	-0.0158	-0.125
Si	-0.018	0.0112	-0.1242
Si	-0.0624	-0.0789	-0.1217
Si	-0.0018	-0.0746	-0.0685
Si	-0.0134	0.044	0.1727
Si	0.027	-0.0632	0.0146
Si	0.0235	-0.0386	0.0478
Si	-0.0244	-0.0066	0.0341
Si	0.0532	-0.0276	0.1795
Si	-0.0397	-0.0991	-0.0154
Si	0.0125	0.0157	0.2523
Si	-0.0256	0.0435	0.059
Si	0.0269	-0.0558	0.037
Si	0.037	-0.0493	-0.0085
Si	0.001	0.1	0.0954
Si	0.0111	-0.01	0.0129
Si	-0.0683	0.0508	0.0939
Si	-0.0136	-0.0079	0.0762
Si	0.0029	0.0508	-0.0541
Si	0.0044	-0.0527	-0.0113
Si	0.0442	0.0296	-0.0573
Si	-0.0246	0.006	0.0088
Si	-0.004	-0.0189	-0.0411
Si	-0.0067	-0.0071	0.0288
Si	-0.0231	0.026	-0.0821
Si	0.0329	0.0318	0.0441
Si	0.0531	0.0272	-0.0389
Si	0.0149	-0.0127	0.0297
Si	-0.0476	0.0149	-0.1193
Si	0.0085	0.0046	0.0321
Si	-0.02	0.0025	-0.0758
Si	0.0023	-0.0173	0.0198
Si	0.0235	0.0032	-0.1257
Si	-0.0018	0.2496	-0.1417
Si	-0.032	-0.3384	-0.1402
Si	-0.088	0.2217	0.287
Si	-0.0453	-0.0156	0.017
Si	0.0475	0.1551	-0.1421
Si	0.0163	-0.2116	-0.1589
Si	0.0304	0.1488	0.1373
Si	0.0702	-0.1566	0.0563
Si	-0.0253	0.1374	-0.2522
Si	-0.0394	-0.345	-0.1574
Si	0.0199	0.1222	0.146
Si	0.0266	-0.0548	-0.022
Si	-0.0434	0.1202	-0.1235
Si	0.0617	-0.2684	-0.1028
Si	-0.0449	0.2256	0.1874
Si	0.0282	-0.0288	0.0041
Si	0.0302	0.024	0.0393
Si	-0.0088	-0.034	0.0329
Si	-0.0335	0.0329	0.0193
Si	-0.0143	-0.02	0.0352
Si	-0.0203	-0.0205	0.0547
Si	-0.0263	0.0072	0.05
Si	-0.0304	0.0002	0.0444
Si	0.008	0.0198	0.0353
Si	0.0567	0.0092	0.0437
Si	-0.0389	-0.0303	0.0341
Si	-0.0346	0.0214	0.0468
Si	0.0236	-0.0438	0.0539
Si	0.0072	0.001	0.0292
Si	0.0148	-0.0044	0.0352
Si	-0.0189	-0.0133	0.0446
Si	0.0403	0.0106	0.012
Si	0.0209	-0.0019	0.066
Si	0.0179	-0.0259	0.0795
Si	-0.062	-0.0545	0.027
Si	-0.0365	0.0169	0.0277
Si	0.1113	0.0194	0.06
Si	-0.0085	-0.0208	-0.0207
Si	0.1217	-0.0423	0.1423
Si	-0.0182	-0.0156	-0.0223
Si	0.0057	0.0101	0.0461
Si	0.0031	0.0162	-0.0202
Si	-0.0051	0.0284	0.0912
Si	-0.0522	0.038	-0.051
Si	-0.1024	-0.0289	0.1095
Si	0.0139	0.022	0.0273
Si	-0.0707	0.0161	0.1173
Si	0.0936	0.011	-0.0986
Si	0.0491	-0.0616	-0.0424
Si	-0.028	0.0233	-0.1276
Si	0.0487	-0.0254	-0.0962
Si	-0.0787	0.1575	-0.0898
Si	-0.0053	-0.0626	-0.0386
Si	-0.1001	0.0561	0.022
Si	0.0065	0.0218	0.1008
Si	0.0157	0.1062	0.0323
Si	-0.1025	-0.0297	-0.3052
Si	0.0275	0.0493	-0.0617
Si	0.0049	0.018	-0.1682
Si	0.013	-0.1012	-0.0681
Si	0.0063	0.0989	-0.0652
Si	-0.0717	-0.0689	-0.0581
Si	0.0234	-0.0406	-0.2396
Si	-0.0138	-0.017	0.0704
Si	-0.1636	-0.0425	-0.0859
Si	-0.0443	0.0527	0.0381
Si	-0.1284	-0.0678	-0.0161
Si	-0.1517	-0.0272	-0.0669
Si	-0.0816	-0.0352	-0.009
Si	0.0111	0.0185	0.1485
Si	0.2214	0.0626	0.0042
Si	0.1437	0.024	0.0822
Si	0.0272	0.069	0.1701
Si	-0.0305	0.03	0.0923
Si	-0.185	0.0163	0.0899
Si	0.0136	-0.0822	-0.0203
Si	0.0539	0.0507	0.0688
Si	0.0066	-0.081	0.1196
Si	0.0589	0.1111	0.0877
Si	0.07	-0.0667	0.0235
Si	0.1416	0.0983	0.0404
Si	0.0502	-0.8188	0.2155
Si	0.0684	0.743	0.3409
Si	-0.1018	-0.2924	0.3484
Si	-0.2793	0.1289	0.3918
Si	-0.0163	-0.0416	0.4885
Si	0.1113	0.0003	0.3734
Si	-0.0063	-0.1059	0.2831
Si	-0.0249	0.0384	0.3578
Si	0.0007	-0.0676	0.4437
Si	0.1033	0.077	0.4136
Si	0.0218	0.018	0.4763
Si	0.2205	-0.1007	0.3232
Si	-0.0941	-0.1305	0.2256
Si	0.0575	0.1756	0.5368
Si	0.1067	0.0814	0.4476
Si	-0.0874	0.0961	-0.1144
Si	-0.0007	0.036	-0.0163
Si	0.007	-0.0923	-0.0115
Si	-0.0118	0.0516	0.0039
Si	-0.0071	0.0194	-0.0085
Si	-0.005	0.0562	-0.0089
Si	0.0188	-0.0926	-0.003
Si	0.003	0.0638	0.013
Si	-0.0065	-0.0329	0.0111
Si	0.0118	0.1205	-0.0122
Si	-0.0246	-0.1082	-0.0164
Si	0.0024	0.0743	0.0083
Si	-0.0058	-0.0647	0.0042
Si	0.0129	0.0805	-0.0048
Si	-0.0013	-0.126	0.0061
Si	0.0106	0.0642	0.024
Si	-0.0016	-0.0354	0.0123
Si	-0.0014	-0.0151	0.0069
Si	0.0013	0.0299	-0.0039
Si	0.0038	-0.0159	0.0058
Si	0.0096	-0.0146	-0.003
Si	0.005	0.003	0.015
Si	-0.006	0.0098	-0.0149
Si	0.0191	-0.0007	0.0242
Si	-0.0285	-0.0018	-0.0088
Si	0.0141	0.0107	0.015
Si	0.0131	0.0406	-0.002
Si	0.0029	-0.0238	0.0147
Si	-0.004	-0.0211	-0.0021
Si	-0.0193	0.0115	0.021
Si	0.0024	0.0372	-0.0162
Si	-0.023	-0.0149	0.0187
Si	0.005	-0.0296	-0.0175
Si	0.0324	-0.0125	0.0023
Si	-0.0312	-0.0231	-0.0317
Si	-0.0042	0.0082	-0.0018
Si	0.0117	0.0047	-0.0152
Si	0.0091	-0.0032	0.008
Si	0.0323	-0.0225	-0.0353
Si	-0.0215	0.015	0.0015
Si	0.0046	0.0193	-0.0179
Si	0.0152	0.0195	-0.001
Si	-0.0582	-0.021	-0.0045
Si	0.0516	0.0082	-0.0036
Si	-0.0517	0.0094	0.0069
Si	-0.0573	-0.0096	-0.0075
Si	0.029	-0.0279	-0.0084
Si	-0.0546	0.0178	-0.0056
Si	0.0828	0.0176	0.0011
Si	-0.0813	-0.0514	-0.0516
Si	0.0393	0.0981	-0.1085
Si	0.0906	-0.0534	-0.0628
Si	0.0385	0.039	-0.0216
Si	-0.0429	-0.1291	-0.1183
Si	-0.0402	0.1152	-0.1642
Si	0.1005	-0.0583	-0.0781
Si	0.013	0.051	0.0029
Si	-0.0224	-0.0071	0.1017
Si	0.0176	-0.0009	-0.0173
Si	-0.0116	0.0472	0.0969
Si	-0.0416	-0.0619	0.1175
Si	-0.0343	0.0401	-0.0868
Si	0.0167	0.0311	-0.0453
Si	0.014	0.0085	-0.0163
Si	-0.04	-0.07	-0.002
Si	0.0157	0.0862	-0.0965
Si	-0.0988	0.1063	0.5706
Si	-0.023	-0.0198	-0.0827
Si	0.1017	-0.2372	0.0096
Si	0.051	-0.0658	0.3185
Si	-0.0473	-0.0877	0.081
Si	0.015	0.0418	0.2672
Si	0.1188	-0.0718	0.3068
Si	0.0437	-0.0249	0.1353
Si	-0.3113	0.0339	0.0589
Si	0.0104	-0.1476	-0.0136
Si	0.1012	-0.0155	-0.0965
Si	-0.1146	0.1607	0.3263
Si	0.1751	0.0451	0.1695
Si	0.0247	0.1017	-0.0482
Si	0.0905	0.1899	0.2235
Si	-0.0213	0.059	-0.0279
Si	-0.0192	-0.0875	0.0499
Si	-0.2189	0.0184	0.1433
Si	0.0812	0.0242	-0.023
Si	0.0843	-0.0003	0.2031
Si	-0.1432	0.0638	-0.122
Si	0.0331	-0.0078	-0.0763
Si	0.0173	-0.1099	-0.0104
Si	0.0676	0.2098	0.4206
Si	0.1614	0.1706	-0.2796
Si	-0.0354	0.0156	0.1599
Si	0.0441	-0.1837	0.53
Si	0.052	0.0707	0.0926
Si	0.1291	-0.1036	0.2231
Si	-0.0986	0.1364	-0.3291
Si	0.018	0.0084	-0.0929
Si	-0.2681	0.0818	-0.3263
Si	0.215	0.1436	0.1871
Si	0.0277	0.0512	-0.1454
Si	-0.2916	0.0083	0.0857
Si	-0.0857	-0.2126	-0.1924
Si	-0.0628	-0.0957	0.0238
Si	0.0416	-0.0425	-0.0188
Si	-0.1135	0.1633	0.2277
Si	0.0549	0.1888	-0.1741
Si	-0.0569	-0.0029	0.0568
Si	0.1826	0.1063	0.0372
Si	0.0753	-0.0478	0.0981
Si	0.1226	0.0484	-0.0834
Si	0.0589	0.121	-0.0416
Si	0.05	-0.0671	0.0659
Si	-0.1187	-0.0485	-0.0286
Si	0.0376	0.0811	-0.1368
Si	0.0426	0.096	0.0181
Si	-0.0992	0.0931	-0.0605
Si	-0.1152	-0.138	0.0163
Si	-0.0306	0.0186	-0.0802
Si	-0.0428	0.0703	-0.0898
Si	0.1129	0.152	-0.2446
Si	0.0932	-0.2898	-0.3473
Si	-0.019	-0.0308	0.0187
Si	0.0046	-0.1278	0.0104
Si	0.1026	0.0193	-0.0802
Si	-0.0889	0.0309	-0.2055
Si	-0.0122	0.0089	-0.3351
Si	0.1395	0.2392	-0.062
Si	0.0577	-0.189	-0.0488
O	-0.078	0.0211	-0.4291
O	0.1106	-0.1229	-0.1647
O	0.1525	-0.3055	-0.7583
O	0.1547	0.1674	-0.2378
O	0.078	-0.0075	-0.6388
O	0.0039	0.0744	-0.2003
O	-0.1254	0.4217	-0.4375
O	-0.0578	-0.1385	-0.0393
O	0.0649	0.0078	-0.1504
O	-0.1378	-0.0635	-0.4517
O	0.0086	0.0303	-0.1577
O	0.0224	0.0129	-0.1256
O	0.1044	-0.0313	-0.2771
O	-0.0504	0.0529	-0.0247
O	0.0641	-0.0668	-0.4685
O	-0.1272	0.0667	-0.2869
O	0.0185	-0.083	-0.0203
O	-0.0874	-0.0611	-0.2142
O	-0.0227	-0.0363	-0.0253
O	0.0744	0.0453	-0.0804
O	-0.0497	-0.0147	0.0322
O	0.0146	0.0057	-0.0473
O	-0.0227	-0.0383	0.033
O	-0.0107	0.0131	0.0131
O	-0.1098	0.0892	-0.3853
O	0.0546	-0.0172	-0.5469
O	0.0108	-0.079	-0.3506
O	-0.0347	-0.0297	-0.0389
O	0.3022	-0.0198	-0.2314
O	0.0308	0.0122	-0.0187
O	-0.0664	-0.0328	0.119
O	-0.0233	-0.0295	-0.0176
O	0.0015	0.101	0.4626
O	0.0079	-0.1049	0.0029
O	-0.0364	-0.0274	-0.217
O	0.1911	-0.0406	-0.1348
O	-0.1041	-0.0557	-0.0678
O	-0.0018	0.2021	-0.1839
O	0.1004	-0.119	0.0946
O	-0.0993	0.0781	0.4548
O	0.0207	0.0014	0.0301
O	-0.0519	0.0361	0.3239
O	-0.0514	0.0301	0.6256
O	-0.1054	-0.1895	-0.1983
O	0.1369	-0.0145	0.2839
O	0.0315	-0.0926	0.104
O	-0.0371	-0.1825	0.4996
O	0.0183	0.1609	0.5154
O	-0.0297	-0.0699	0.1151
O	-0.0274	0.0363	0.5982
O	-0.0064	0.0111	0.1035
O	0.0293	-0.0102	0.234
O	-0.0631	0.0898	-0.2439
O	-0.0412	-0.0197	0.0563
O	-0.0946	-0.1439	0.3098
O	0.0205	-0.0223	-0.1174
O	-0.0592	0.167	0.1081
O	-0.0432	-0.0079	-0.0077
O	0.035	-0.1424	0.025
O	0.0806	0.0554	0.4514
O	0.0012	-0.0439	0.1198
O	0.0463	-0.1472	0.3572
O	-0.0418	-0.096	0.091
O	0.0316	0.0126	0.0566
O	-0.1181	0.0183	-0.0311
O	0.1568	0.0371	0.2157
O	-0.0504	0.0247	-0.0018
O	0.0624	-0.0762	0.1294
O	0.0443	0.0301	0.0167
O	0.0063	0.0122	0.5547
O	0.0279	0.0165	-0.0674
O	-0.0415	-0.0342	0.0387
O	0.033	-0.0514	0.0162
O	0.0022	0.0686	0.1015
O	0.0059	0.0169	0.1133
O	-0.0253	0.0244	-0.0032
O	0.005	-0.0591	0.0338
O	-0.0269	0.0252	-0.0325
O	-0.1154	-0.0833	0.0234
O	0.0243	0.0298	0.0267
O	-0.0131	0.0458	0.4177
O	-0.012	0.0216	-0.0181
O	0.1729	0.032	-0.0464
O	-0.1046	0.0684	-0.1907
O	0.084	-0.0181	-0.0143
O	-0.0178	-0.1706	0.2873
O	-0.0184	-0.0567	0.0205
O	-0.0196	-0.0102	0.0453
O	-0.003	0.0602	-0.6662
O	-0.0201	-0.0223	0.0256
O	0.0139	-0.0807	0.0869
O	0.091	0.1082	0.2774
O	-0.0627	0.0798	0.0888
O	-0.0634	0.0224	-0.0561
O	-0.044	0.0509	-0.1515
O	0.0538	0.5531	0.2928
O	-0.0342	-0.053	0.0263
O	-0.0787	0.1698	-0.186
O	0.0055	0.045	-0.0616
O	-0.0223	-0.0804	0.0565
O	0.077	0.0196	0.0346
O	-0.0011	0.0813	0.3319
O	-0.0387	-0.0241	0.0459
O	0.002	0.0492	-0.158
O	0.0035	-0.087	-0.1671
O	-0.0152	0.0014	0.0317
O	-0.1281	0.0406	0.1961
O	-0.0147	0.0261	-0.0237
O	0.0378	0.053	-0.1492
O	-0.019	0.0255	0.0331
O	-0.0119	0.0813	0.2031
O	-0.0888	-0.0387	-0.1173
O	0.0009	0.0663	-0.2553
O	-0.0633	-0.0361	-0.0858
O	0.0815	-0.0354	0.0174
O	-0.0092	0.0677	0.0178
O	0.0469	-0.0998	0.1267
O	0.0896	-0.027	-0.0359
O	-0.0594	-0.0987	0.1253
O	-0.0056	0.031	0.0137
O	0.0535	-0.0727	0.034
O	-0.0368	0.0674	-0.4456
O	0.0423	-0.0283	0.0386
O	-0.1341	0.0005	-0.1031
O	-0.0016	-0.0356	0.0124
O	0.0824	0.0998	-0.2059
O	0.0504	0.019	0.0297
O	0.1641	-0.0533	-0.2125
O	-0.0547	-0.0163	0.2173
O	0.042	-0.0708	0.0647
O	0.0066	-0.0425	0.0491
O	-0.0167	-0.0013	0.1282
O	0.0241	-0.0068	-0.0888
O	-0.0333	-0.0784	-0.1243
O	0.0151	-0.0981	0.0319
O	0.0202	0.0673	0.0377
O	0.0308	0.1664	0.0924
O	0.0634	-0.0363	-0.0535
O	-0.0683	-0.0844	-0.0689
O	0.004	-0.0152	0.068
O	0.0294	0.0562	0.1104
O	-0.049	-0.0019	-0.0537
O	-0.1	0.0545	-0.0633
O	-0.1376	-0.0276	-0.287
O	0.0143	0.1003	-0.0101
O	-0.0012	-0.0304	-0.134
O	0.0319	0.021	0.0171
O	-0.0476	-0.0152	0.0786
O	-0.0212	-0.131	-0.2565
O	-0.0034	0.0179	-0.0003
O	0.0198	-0.0062	-0.0721
O	-0.0063	-0.1029	-0.0703
O	0.0274	0.1251	-0.004
O	-0.0984	-0.0076	-0.2533

The program warned: the cutoff lies below the one the program advises for these potential files; the exchange-correlation potential is rough where the density is thin.
